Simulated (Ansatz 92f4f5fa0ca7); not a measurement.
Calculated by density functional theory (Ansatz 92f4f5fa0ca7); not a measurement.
Periodic cell of 237 atoms, Si146O90B1, from a study of silicon, its oxide and their interface. The atomic structure is a simulated model.
Doubt: the cutoff is far below the 930 eV that the study's wrapper takes by default for these files, so forces and energies are approximate.

Settings
functional: PBE
potential files: Ansatz PAW
basis: plane waves
wave-function cutoff: 580 eV
density cutoff ratio: 5
exchange-correlation grid ratio: 1
k mesh: 1 x 1 x 1, Gamma-centred
self-consistency stop: 5e-08 eV per atom in the density residual
occupations: fixed
spin: none
net charge: -1 e, with a uniform compensating background and no finite-size correction

Cell vectors (angstrom)
a 11.6015 0 0
b 0 10.938 0
c 0 0 32.0622

Atoms and the computed forces on them: element, x, y, z (angstrom), force x, y, z (eV/angstrom)
Si -0.1765 -0.0413 23.3238 0.1482 0.1845 0.2463
Si 3.6256 0.2511 23.1514 -0.0753 0.0784 0.1655
Si 7.537 -0.1339 23.4693 0.0035 0.1351 0.0592
Si 1.6828 1.4927 23.6394 0.1517 -0.0511 0.0471
Si 5.7144 1.4112 23.2111 0.0082 -0.1753 0.1895
Si 9.4398 1.2207 23.3736 -0.0474 -0.1621 0.2224
Si 0.1893 5.2749 23.4816 -0.0715 0.2067 0.0706
Si 4.1042 5.239 23.4288 -0.0507 0.2163 0.1621
Si 8.0408 5.602 23.5643 -0.0297 0.0982 0.1848
Si 2.1663 6.5752 23.382 0.0347 -0.0823 0.1608
Si 5.9564 6.7323 23.503 0.0361 -0.074 0.0593
Si 10.0307 6.8416 23.6419 -0.0076 -0.0463 0.1022
B 1.9016 2.6495 25.3348 0.0326 0.3659 -0.0532
Si 5.7717 2.6942 25.2512 -0.0712 0.0702 0.0098
Si 9.6839 2.6975 25.2517 0.1131 0.0829 -0.0243
Si 11.8199 3.8482 25.3154 -0.0629 -0.2088 0.3854
Si 3.6804 3.8631 25.2945 -0.079 -0.5461 0.0744
Si 7.7515 4.0801 25.3491 -0.0158 -0.0061 0.0304
Si 1.9719 8.1487 25.1948 -0.0086 0.028 0.0072
Si 5.7649 8.1673 25.3606 -0.015 0.0039 0.0266
Si 9.7125 8.2616 25.4504 -0.0247 -0.033 0.0494
Si 11.6366 9.559 25.2861 -0.07 -0.0085 -0.0837
Si 3.8548 9.596 25.0716 0.0726 0.023 -0.0683
Si 7.6848 9.5126 25.4202 0.0274 -0.0223 0.0028
Si 11.699 0.0611 27.1658 -0.0253 0.0519 0.0968
Si 3.8522 0.0219 27.0638 -0.0261 0.0718 0.085
Si 7.7572 -0.0049 27.2812 0.0044 0.0119 0.0447
Si 1.975 1.5133 27.0255 0.015 -0.1876 0.0104
Si 5.823 1.3361 27.1795 0.005 -0.0654 -0.0289
Si 9.7013 1.3402 27.1934 0.0006 -0.0743 -0.0319
Si 11.6231 5.4057 27.1564 -0.0669 -0.0361 -0.1234
Si 3.8127 5.38 27.1587 0.0746 0.0333 -0.0374
Si 7.714 5.4587 27.2652 0.0065 0.0347 -0.021
Si 1.931 6.8125 27.1642 -0.0084 -0.0199 0.0319
Si 5.7337 6.7663 27.2462 0.0409 -0.0029 0.0127
Si 9.6852 6.7773 27.2711 -0.0565 0.0135 0.0366
Si 1.9436 2.7266 29.0888 -0.0313 -0.0709 -0.0305
Si 5.7932 2.7268 29.1119 -0.0259 0.0113 -0.0058
Si 9.6795 2.7335 29.131 0.0168 -0.0005 0.006
Si 0.0167 4.103 29.1289 0.0103 -0.0037 0.01
Si 3.8568 4.0953 29.1415 0.0188 0.0161 0.0269
Si 7.7304 4.0901 29.1837 0.016 -0.0195 -0.042
Si 1.938 8.2017 29.0915 0.009 0.0288 0.0236
Si 5.772 8.1929 29.1436 0.0294 0.0151 -0.0644
Si 9.6941 8.1996 29.1764 0.0261 -0.0236 -0.0617
Si 0.0222 9.5958 29.0975 -0.0176 -0.0088 0.0478
Si 3.8586 9.5947 29.0443 -0.0216 0.0228 0.0787
Si 7.7365 9.5364 29.1825 -0.0266 -0.0124 -0.0518
Si 0.0036 0.0086 31.0636 0.0098 -0.0498 -0.0123
Si 3.86 0.0141 31.0271 -0.0194 -0.083 -0.0178
Si 7.7308 -0.0003 31.0929 0.0075 -0.002 0.0105
Si 1.9295 1.3809 31.0407 0.0124 0.0131 0.0399
Si 5.8001 1.3692 31.0472 -0.0216 0.0015 -0.0346
Si 9.6656 1.3638 31.077 0.008 0.0307 -0.0477
Si 0.0102 5.4768 31.0636 -0.0153 -0.0099 -0.0272
Si 3.8673 5.4851 31.0697 0.0073 -0.026 0.0016
Si 7.7383 5.486 31.1069 0.0096 -0.003 -0.0381
Si 1.937 6.8524 31.0471 0.0016 0.0307 -0.0175
Si 5.7962 6.8494 31.0842 -0.005 -0.0087 0.0364
Si 9.6836 6.8433 31.1142 0.0057 0.0213 0.0361
Si 1.9318 2.7526 0.9355 -0.0177 -0.0079 -0.0285
Si 5.7976 2.7531 0.9081 0.0218 -0.0057 0.0232
Si 9.6653 2.7421 0.9551 -0.0116 -0.0238 -0.0285
Si -0.0127 4.1138 0.9317 0.0378 0.0168 0.03
Si 3.8656 4.1209 0.9479 -0.0102 0.0292 -0.0019
Si 7.7402 4.1218 0.9813 -0.0225 -0.002 -0.0099
Si 1.9291 8.2219 0.9245 0.0017 -0.0165 0.0298
Si 5.7967 8.2333 0.9438 -0.0151 -0.0087 0.0249
Si 9.6695 8.2278 0.9887 0.0138 -0.0278 -0.0207
Si -0.0019 9.5997 0.9616 0.0138 0.0139 -0.0325
Si 3.8583 9.5977 0.933 0.0009 0.0408 -0.0359
Si 7.7387 9.5844 0.9732 -0.0176 0.0194 -0.0073
Si 11.6097 0.0419 2.9027 0.0043 -0.009 0.0049
Si 3.8538 0.0287 2.8919 0.0054 -0.0131 0.0003
Si 7.7416 0.0284 2.8939 -0.0049 -0.0067 -0.0078
Si 1.9336 1.4115 2.8909 0.0044 0.0054 0.0138
Si 5.8117 1.3731 2.821 -0.0016 0.0249 -0.0047
Si 9.6613 1.3941 2.9104 -0.0066 0.0103 0.0009
Si 11.5663 5.5041 2.8518 0.0066 -0.009 -0.0042
Si 3.8769 5.4986 2.8895 -0.0052 -0.0018 0.0064
Si 7.7368 5.5199 2.9091 0.0016 0.0068 0.0138
Si 1.9137 6.829 2.8436 -0.0056 0.0123 -0.0151
Si 5.8075 6.8678 2.8703 0.0009 0.0107 -0.0136
Si 9.6621 6.9053 2.9552 0.003 -0.0017 -0.0065
Si 1.9133 2.8329 4.803 0.0016 -0.0219 0.0083
Si 5.8367 2.7282 4.7363 0.0004 -0.0286 -0.0075
Si 9.5992 2.8013 4.8282 0.0043 -0.0238 0.0169
Si 11.543 4.139 4.7708 -0.0059 0.0216 0.002
Si 3.918 4.1018 4.8078 0.0037 0.0289 0.0206
Si 7.7174 4.2104 4.8758 -0.0018 0.0182 0.0161
Si 1.8865 8.1525 4.7911 0.0072 -0.0323 0.0054
Si 5.8076 8.2633 4.7763 -0.0013 -0.0244 0.0182
Si 9.6635 8.3235 4.9 -0.0035 -0.0217 0.0177
Si 11.6324 9.6608 4.8729 0.0073 0.0137 0.0094
Si 3.8174 9.4921 4.7739 -0.0059 0.0241 0.0089
Si 7.7235 9.6796 4.8812 0.0004 0.0225 0.0051
Si 11.5959 0.2308 6.7705 0.0122 0.0459 -0.1083
Si 3.7535 -0.0548 6.6482 0.0284 0.0374 -0.1199
Si 7.7119 0.0538 6.9075 0.0077 0.0489 -0.1053
Si 2.0487 1.5044 6.7453 -0.024 -0.0281 -0.1068
Si 5.7135 1.276 6.6136 0.0043 -0.0436 -0.0803
Si 9.6457 1.5226 6.8281 -0.0187 -0.0464 -0.113
Si 11.5245 5.4961 6.6974 0.0104 0.0449 -0.1031
Si 3.9814 5.4311 6.781 -0.0008 0.0316 -0.1111
Si 7.7357 5.6711 6.8259 0.0201 0.0422 -0.1156
Si 1.9735 6.6437 6.6456 0.0018 -0.0449 -0.1073
Si 5.8116 6.9797 6.7401 -0.013 -0.0443 -0.1064
Si 9.7547 7.0416 6.9076 -0.0219 -0.0417 -0.1119
O 9.9929 7.9767 8.2955 0.0445 0.0902 0.172
O 7.6572 9.9346 8.2218 -0.0373 -0.0739 0.1499
O 7.3966 4.7343 8.1647 -0.0034 -0.0616 0.2076
O 3.3779 10.3493 8.203 0.0051 -0.057 0.2199
O 2.0369 7.5427 8.0285 -0.0105 0.0689 0.2143
O 4.0066 4.5816 8.2364 0.0041 -0.0653 0.1388
O 9.7808 2.446 8.2204 0.0277 0.0951 0.1698
O 2.6162 2.3391 8.1073 0.0532 0.0497 0.1304
O 11.3862 4.5698 8.0697 -0.0333 -0.0704 0.1555
O 5.3648 2.3627 7.8159 -0.0422 0.0637 0.13
O 5.8159 7.979 8.0841 0.0203 0.0889 0.161
O 11.32 10.3117 8.1525 -0.025 -0.085 0.1662
O 11.3315 10.0892 21.8494 -0.0337 -0.2052 -0.3057
O 3.1839 10.7631 21.5731 0.0335 -0.1391 -0.4028
O 5.7811 7.7125 22.163 0.0289 0.1028 -0.1882
O 4.2196 4.4481 21.9479 0.0816 -0.1319 -0.2643
O 7.6569 9.6701 22.2255 -0.0545 -0.1373 -0.1875
O 10.3577 7.6749 22.2439 0.0486 0.0676 -0.227
O 1.5684 2.3976 22.2301 -0.0978 0.3677 -0.3066
O 5.9391 2.4271 21.8917 0.0036 0.1712 -0.2278
O 8.4479 4.6843 22.238 -0.0101 -0.0577 -0.2191
O -0.0596 4.4892 22.016 0.0222 -0.1264 -0.2206
O 2.3591 7.3859 21.9557 -0.0267 0.1137 -0.3316
O 9.1154 1.8655 21.8748 0.0007 0.1139 -0.3176
Si 1.9112 7.7779 9.6107 0.0062 0.018 -0.2415
Si 5.0384 0.5741 17.7242 -0.0726 -0.0071 0.2963
Si 2.4933 5.4228 14.0376 -0.0189 0.0075 0.0531
Si 10.5736 3.8593 14.072 0.0127 0.0027 0.0402
Si 8.2812 2.3902 15.2683 -0.0132 -0.0454 0.1448
Si 9.5604 2.2492 20.3606 0.0698 0.0638 0.3921
Si 10.5046 3.6485 9.0766 -0.0188 -0.0038 -0.258
Si 0.0278 2.3162 11.576 -0.014 0.0325 -0.1201
Si 11.0267 8.1271 15.4074 -0.0302 -0.006 0.1167
Si 5.1666 6.9361 14.0004 0.0258 0.0071 0.0159
Si 5.7492 2.6113 11.1191 -0.0218 0.0155 -0.149
Si 8.5813 7.6953 19.4384 0.0038 0.0159 0.359
Si 8.1268 4.8482 20.6543 -0.0182 -0.0352 0.3111
Si 5.9258 9.586 15.2346 0.0138 0.0446 0.1399
Si 2.1081 7.6341 20.3722 -0.0253 0.0687 0.3983
Si 1.9333 4.8707 18.8306 0.0277 0.0073 0.3911
Si 4.4996 3.4376 18.0262 -0.0478 -0.0335 0.3368
Si 8.5184 8.9274 16.8481 -0.0108 -0.0344 0.2635
Si 0.8265 9.4801 13.3063 -0.0112 -0.0173 -0.0057
Si 9.9071 10.6505 11.728 -0.0068 -0.0287 -0.1201
Si 5.3535 3.6997 21.0285 0.0166 -0.0092 0.4184
Si 0.5984 5.515 16.2892 0.0172 -0.0217 0.2334
Si 10.7817 9.1501 9.1448 -0.0081 -0.0121 -0.2605
Si 6.5428 8.882 21.3207 -0.0388 0.0144 0.3706
Si 7.1156 7.1033 11.4909 -0.005 0.0126 -0.1393
Si 2.6696 0.734 12.2161 0.029 -0.0128 -0.0926
Si 10.9068 8.6884 21.098 0.0611 0.0956 0.4129
Si 6.0364 4.3221 15.6374 -0.0247 -0.0189 0.17
Si 7.0866 0.4903 12.988 -0.0134 0.0062 -0.0162
Si 4.0619 2.975 8.5854 -0.0175 0.0232 -0.2377
Si 0.8802 6.7394 11.9077 0.018 0.0039 -0.0985
Si 6.5697 9.0438 9.0775 0.0014 0.0049 -0.2464
Si 0.681 3.2739 21.1923 0.0331 -0.0686 0.4309
Si 9.8016 6.5033 12.9039 0.0042 0.0165 -0.0217
Si 7.71 4.534 9.7496 0.0195 0.0096 -0.233
Si 3.9495 10.0953 20.2761 -0.0419 0.0093 0.4552
Si 4.2608 3.0371 13.5316 0.037 0.0017 0.0125
Si 3.8518 10.0109 9.7347 0.0078 -0.0088 -0.2392
Si 8.0615 0.7859 18.0488 0.0417 0.0158 0.3216
O 11.5116 3.2222 12.9145 -0.0015 0.0069 0.0233
O 9.3352 4.4731 9.88 -0.0166 0.0106 0.0844
O 8.8372 3.6235 19.8767 0.0013 -0.0099 -0.1258
O 4.0431 -0.0448 18.8619 0.0673 0.0943 -0.2537
O 11.344 4.5262 15.3345 -0.0244 -0.0251 -0.0725
O 9.858 9.7977 10.3274 -0.022 0.0448 0.1276
O 3.7593 1.5351 13.1365 -0.0069 0.0021 0.0123
O 0.6527 9.0546 14.872 0.0169 0.0153 -0.0335
O 6.4805 0.9676 18.4098 0.0082 -0.0085 -0.0989
O 4.7724 3.1614 19.6144 -0.055 -0.0197 -0.3104
O 6.2469 1.1785 11.7564 0.0113 -0.0188 0.0411
O 0.5371 8.6209 9.8674 0.0197 -0.0106 0.0862
O 5.6416 4.3126 17.2312 0.0545 0.0357 -0.163
O 8.4433 7.1892 12.4018 0.0214 -0.0081 0.0326
O 4.4085 2.6294 10.1498 0.0478 -0.0134 0.1368
O 2.0812 5.6421 15.5981 0.0282 0.0023 -0.0832
O 3.3716 0.0638 10.9156 -0.0323 0.0411 0.1067
O 5.8883 7.2197 12.5572 -0.0157 -0.003 0.0337
O 2.3074 6.3318 19.4343 0.0008 -0.1216 -0.1935
O 0.6633 4.9398 17.8098 -0.0623 0.0248 -0.2171
O 8.4094 10.6841 12.3754 -0.0068 0.0045 0.0201
O 5.4722 10.0662 9.7038 -0.0199 0.0056 0.0848
O 0.5849 8.1748 20.2311 0.0305 -0.0258 -0.1261
O 9.7781 2.6051 14.7128 0.0153 0.0129 -0.0308
O 1.9966 10.5921 13.2256 -0.0082 -0.0025 0.0147
O 9.9525 9.0994 16.1194 0.0583 -0.0036 -0.0865
O 6.1586 10.3641 13.8128 0.0079 0.0105 -0.0337
O 7.4775 1.6093 14.0985 -0.0018 -0.0054 -0.0375
O 1.6724 3.8677 20.066 0.0735 0.0796 -0.2444
O 5.9022 5.7882 14.9234 -0.0065 0.0243 -0.0435
O 7.3424 8.9387 15.7349 -0.0415 0 -0.0869
O 1.5042 1.6681 11.6023 0.0038 -0.0038 0.0342
O 7.1979 8.283 10.3688 0.0171 -0.0469 0.1157
O 4.3291 1.9803 17.2972 0.0105 0.0042 -0.0989
O 7.0335 3.1585 10.2856 -0.0233 -0.024 0.0742
O 11.5513 7.0005 16.4479 -0.0017 0.0214 -0.0727
O 8.3082 10.1482 17.8662 0.0119 -0.0294 -0.1228
O 3.2595 8.5381 10.1039 -0.0003 -0.0048 0.0729
O 7.5869 3.8424 15.5243 0.0122 0.0045 -0.0491
O 3.1443 4.305 17.9231 0.0392 -0.0195 -0.1258
O 2.9059 3.8961 13.7075 -0.0039 -0.0008 -0.0125
O 1.3334 8.2053 12.446 -0.0043 0.0134 0.0319
O 1.2081 5.6843 13.0868 0.0044 -0.0029 0.006
O 4.9864 8.3041 14.8763 -0.0113 -0.0259 -0.0345
O 11.1831 2.3786 20.3783 -0.0476 -0.0271 -0.159
O 10.9744 9.988 12.7642 0.0184 -0.0016 0.0253
O 5.2846 3.5738 12.3638 -0.0123 0.0066 0.0385
O 5.0889 3.1913 14.9208 -0.0157 -0.0076 -0.0573
O 6.4964 4.7906 20.5775 0.0253 0.005 -0.1232
O 8.3821 1.5635 16.6602 0.0078 0.0632 -0.1816
O 10.404 1.242 11.4689 0.0025 -0.0029 0.038
O 10.8753 6.6057 11.6716 -0.0079 -0.0039 0.0317
O 3.2198 8.7045 19.875 -0.0017 -0.0019 -0.1113
O 1.718 6.4351 10.5333 -0.0224 -0.0239 0.0939
O 7.1513 8.2373 19.9756 0.0627 -0.0383 -0.1917
O 8.5262 7.5979 17.8055 -0.0034 0.0413 -0.2179
O 3.6735 6.4394 13.6248 -0.0037 -0.0017 -0.0076
O 9.5758 4.9572 13.3741 -0.0025 -0.0011 -0.0006
O 5.4696 9.9812 20.8353 -0.0249 -0.019 -0.1664
O 10.3247 7.3694 14.1611 -0.0084 -0.0132 -0.0346
O 8.7703 6.1933 20.0252 0.0059 0.068 -0.1331
O 7.0653 5.7066 10.6638 -0.0099 0.0333 0.0832
O 5.2617 10.5287 16.4156 0.0334 -0.0711 -0.1537
O 9.0624 1.1685 19.2645 -0.091 -0.0786 -0.2387
O 11.5669 3.1678 10.1965 0.034 -0.0363 0.1264
O 9.7315 8.7326 19.9675 -0.1085 -0.0381 -0.1885

Results
free energy: -144146.934 eV
free energy less fixed offsets of B -154.04, O -568.88, Si -635.61 eV per atom: 5.366 eV

The program warned: the cutoff lies below the one the program advises for these potential files; the exchange-correlation potential is rough where the density is thin.
